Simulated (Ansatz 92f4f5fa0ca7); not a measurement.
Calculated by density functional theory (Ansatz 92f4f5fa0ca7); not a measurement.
Periodic cell of 215 atoms, Si132O82B1, from a study of silicon, its oxide and their interface. The atomic structure is a simulated model.
Doubt: the cutoff is far below the 930 eV that the study's wrapper takes by default for these files, so forces and energies are approximate.
This geometry differs little from another in the collection (a relaxation step or a small displacement).

Settings
functional: PBE
potential files: Ansatz PAW
basis: plane waves
wave-function cutoff: 580 eV
density cutoff ratio: 5
exchange-correlation grid ratio: 1
k mesh: 1 x 1 x 1, Gamma-centred
self-consistency stop: 5e-08 eV per atom in the density residual
occupations: fixed
spin: none
net charge: -1 e, with a uniform compensating background and no finite-size correction

Cell vectors (angstrom)
a	10.938	0	0
b	0	10.938	0
c	0	0	31.5432

Atoms and the computed forces on them: element, x, y, z (angstrom), force x, y, z (eV/angstrom)
Si	10.4361	0.5725	24.3683	0.0083	-0.0214	-0.0456
Si	6.0452	10.4961	24.1724	-0.0229	0.006	-0.0413
Si	2.1329	3.2461	24.1083	0.0044	-0.0142	-0.0523
Si	8.7058	2.2532	24.3296	-0.0054	0.017	-0.0456
Si	0.505	5.0482	24.1868	-0.0145	0.0074	-0.0403
Si	5.054	5.8926	24.2193	0.0131	-0.0195	-0.0448
Si	3.3982	7.6446	24.1814	-0.0025	0.0189	-0.0449
Si	7.8293	8.8217	24.0214	0.0142	0.0089	-0.0477
Si	1.3442	1.4794	25.4815	-0.0111	-0.0046	0.004
Si	6.9207	1.2967	25.5171	0.0057	-0.0048	0.0049
Si	4.0285	4.0997	25.3494	0.0027	0.0042	0.0026
Si	9.6715	4.0914	25.4432	-0.0048	-0.0053	0.0021
Si	1.4991	6.8116	25.3879	0.0045	-0.0022	0.0003
Si	6.8981	6.9432	25.2721	-0.0108	-0.009	0.0082
Si	4.232	9.5264	25.3662	0.0039	-0.0049	-0.0008
Si	9.5265	9.6385	25.4608	0.0109	0.0079	-0.0019
Si	2.7822	0.0016	26.6649	0.0071	-0.002	0.0552
Si	8.2222	-0.0292	26.9724	0.0037	0.009	-0.1576
Si	0.0151	2.7653	26.9498	0.0026	0.0104	-0.1507
Si	5.4529	2.7308	26.6849	-0.0053	0.0049	0.0493
Si	2.7588	5.4365	26.8652	0.0033	0.0036	-0.1019
Si	8.2326	5.516	26.6554	-0.0019	-0.0023	0.0554
Si	0.0434	8.208	26.6709	-0.0135	-0.0139	0.0522
Si	5.5517	8.1963	26.8289	-0.0041	0.0046	-0.0751
Si	4.1154	1.363	28.0995	0.0071	-0.0103	-0.0251
Si	9.5919	1.3663	28.25	0.0068	-0.0042	0.2105
Si	1.3932	4.1167	28.2503	0.026	0.0326	0.2014
Si	6.8408	4.1243	28.0557	-0.0047	0.0134	-0.053
Si	4.1521	6.8199	28.1696	0.0369	-0.0062	0.086
Si	9.6057	6.8456	28.0854	0.013	0.0024	-0.0282
Si	1.3946	9.5839	28.0738	0.0098	0.0017	-0.0531
Si	6.8526	9.5408	28.2588	-0.0529	-0.0497	0.1971
Si	0.0482	-0.0264	29.5465	-0.0065	0.0234	-0.0122
Si	5.4518	0.0151	29.5323	0.0042	-0.0023	-0.0363
Si	2.7742	2.7087	29.547	-0.0141	0.0038	-0.0302
Si	8.1743	2.7588	29.5113	0.012	-0.0068	-0.0074
Si	-0.0026	5.5012	29.5372	-0.0013	-0.0111	-0.0334
Si	5.512	5.4485	29.5276	-0.0026	0.0076	0.0033
Si	2.7447	8.2109	29.4817	-0.008	0.0141	0.008
Si	8.2542	8.1589	29.5557	-0.0074	0.0161	-0.0201
Si	1.3978	1.3511	30.9195	-0.0105	0.0136	0.0027
Si	6.8201	1.3793	30.8985	-0.0014	-0.0221	-0.008
Si	4.1349	4.0864	30.9098	-0.0038	0.0071	-0.0156
Si	9.5518	4.1179	30.8705	0.0276	-0.0119	0.0033
Si	1.3784	6.861	30.8893	0.0084	-0.013	-0.0084
Si	6.8709	6.8012	30.925	-0.006	0.0038	0.0055
Si	4.0917	9.5717	30.8758	0.0156	0.0005	0.0008
Si	9.607	9.5462	30.9196	-0.0241	-0.0019	-0.0145
Si	2.7472	-0.0285	0.7431	-0.0037	-0.0035	-0.0128
Si	8.1791	-0.0297	0.7103	0.0275	0.0101	0.0089
Si	-0.0201	2.7421	0.6907	-0.0091	0.0024	-0.0067
Si	5.4849	2.7347	0.763	-0.0057	0.007	-0.0082
Si	2.7493	5.4811	0.7102	0.0093	-0.0253	0.0091
Si	8.2238	5.4273	0.764	-0.0182	0.0135	-0.0083
Si	0.0116	8.1748	0.7627	-0.004	0.0277	-0.0073
Si	5.4669	8.2091	0.7004	-0.002	-0.0071	0.0107
Si	4.1186	1.3397	2.0962	-0.0044	-0.0181	0.0234
Si	9.531	1.3685	2.0456	0.0282	-0.0208	0.0197
Si	1.3349	4.1313	2.0585	0.0027	-0.0441	0.0036
Si	6.8355	4.0981	2.1497	0.0061	0.0337	0.0098
Si	4.1335	6.8312	2.0923	0.0492	0.0648	-0.0012
Si	9.5571	6.8212	2.1315	-0.0172	-0.0506	0.0161
Si	1.3804	9.5436	2.1084	0.0266	0.0108	0.0177
Si	6.8484	9.5151	2.1239	-0.0309	-0.0415	0.0221
Si	-0.0651	-0.0326	3.3772	-0.0946	-0.0066	-0.1533
Si	5.4721	-0.034	3.4967	0.0117	-0.0147	0.0563
Si	2.7142	2.7435	3.3708	-0.0153	0.0291	-0.1667
Si	8.1984	2.692	3.5067	-0.0103	-0.0222	0.0486
Si	-0.0186	5.4588	3.5169	-0.0128	0.0032	0.08
Si	5.6255	5.6352	3.4996	-0.0112	-0.0946	-0.0751
Si	2.7599	8.1869	3.4934	0.0186	0.0064	0.0564
Si	8.065	8.0043	3.5449	0.004	0.0518	-0.0996
Si	1.2867	1.3679	4.6803	0.0305	-0.0084	0.0725
Si	6.8428	1.2997	4.9199	0.006	-0.0012	-0.0247
Si	4.1174	4.1757	4.622	0.0383	0.0308	0.1466
Si	9.4886	4.113	4.9048	0.0049	0.0071	-0.1384
Si	1.3559	6.8671	4.8954	-0.0101	0.0082	-0.0092
B	6.8709	6.7676	4.6875	-0.4168	0.4407	-0.4352
Si	4.1666	9.4986	4.9081	-0.0466	0.0402	-0.172
Si	9.5117	9.5027	4.7288	0.019	0.0187	0.1352
Si	2.6449	0.0124	6.0864	0.0019	0.0224	0.0632
Si	8.2242	-0.1405	6.27	-0.0322	-0.0287	-0.0763
Si	-0.0503	2.6791	6.1872	-0.0168	-0.0275	0.0221
Si	5.3778	2.7711	6.0664	-0.0202	0.0586	-0.0094
Si	2.7499	5.4304	6.1359	0.007	0.0025	-0.0855
Si	7.9606	5.6103	5.9451	0.2273	-0.2549	0.5119
Si	-0.0084	8.2988	6.2331	-0.0545	-0.0148	-0.0091
Si	5.7141	7.9817	5.9402	0.1403	-0.0611	0.1137
Si	3.4634	1.9406	7.1417	0.0568	-0.0762	0.0219
Si	10.0247	0.8363	7.4381	-0.0064	0.0082	0.0928
Si	1.7634	3.6528	7.3172	-0.0006	0.0328	0.1023
Si	6.215	4.5648	7.3188	0.0639	-0.0445	0.0156
Si	4.6445	6.3223	7.1953	0.0008	-0.0244	0.0655
Si	9.132	7.1838	7.2653	0.0721	0.0416	0.0365
Si	0.8967	10.1658	7.4943	0.0438	-0.0232	0.0529
Si	7.3894	8.8669	7.4324	-0.0058	-0.026	0.0454
O	4.5823	6.6824	8.8211	0.0423	-0.0107	-0.0703
O	1.4071	3.9656	8.9264	-0.005	-0.0296	-0.0714
O	9.6834	6.498	8.6933	-0.0321	-0.0144	-0.0497
O	1.3009	10.1272	9.141	-0.0295	0.0157	-0.0518
O	6.134	4.2745	8.9841	-0.01	0.0164	-0.009
O	3.6786	1.6132	8.7415	-0.0285	0.023	-0.0224
O	7.0557	8.9544	9.0857	0.0127	-0.03	-0.0459
O	9.664	1.0866	9.0526	0.0337	-0.0098	-0.0601
O	8.2479	2.5406	22.762	0.0153	-0.0158	0.0427
O	10.9995	5.5367	22.6556	0.0102	-0.0186	0.0386
O	5.6208	0.0806	22.6547	0.0171	-0.0206	0.0353
O	5.2956	5.3933	22.648	-0.016	0.0134	0.0355
O	2.1577	2.803	22.4936	-0.0069	0.0241	0.048
O	3.3296	7.8533	22.5221	0.0194	-0.0143	0.0377
O	8.3809	8.7344	22.433	-0.0245	0.0024	0.0416
O	-0.1542	11.2203	22.7793	-0.016	0.0195	0.0337
Si	2.1461	2.9799	12.8641	-0.0024	-0.0151	-0.0426
Si	8.673	1.3001	10.3154	-0.0244	0.0105	-0.006
Si	1.0546	4.4917	15.3414	-0.004	-0.0014	-0.0191
Si	7.5508	5.5874	12.1788	-0.0072	0.001	-0.0521
Si	2.4176	8.1753	21.2219	-0.008	0.0063	0.0079
Si	5.4142	7.789	12.4316	0.0059	0.0003	-0.0477
Si	9.2723	0.4528	15.4683	-0.0081	-0.0055	-0.0159
Si	2.918	-0.05	16.6531	-0.005	0.0009	-0.0167
Si	10.4511	1.1684	12.5768	0.0112	-0.0059	-0.0429
Si	7.7645	2.8252	21.2527	0.0025	0.0102	-0.0014
Si	9.1303	8.776	14.412	-0.0159	0.0087	-0.0321
Si	1.4856	4.7919	10.3205	0.0105	0.0225	-0.0054
Si	4.4819	9.4791	19.1408	-0.0017	0.0051	0.0101
Si	11.0748	6.0901	21.1303	0.0017	0.0008	0.0015
Si	6.6157	10.4401	14.8247	0.0046	0.0027	-0.0322
Si	5.3876	0.7234	21.1903	-0.0125	0.0033	0.0036
Si	2.341	9.8359	10.3689	0.0147	-0.0101	-0.0232
Si	0.4301	10.6327	21.4062	0.0144	-0.0071	0.0153
Si	5.8481	5.2513	21.1404	0.0042	-0.001	0.0001
Si	3.6574	7.108	10.0574	-0.0363	0.0077	-0.0087
Si	9.0363	5.6878	14.8302	0.0054	0.0066	-0.0231
Si	3.6567	4.0819	19.0947	-0.0027	0.009	0.0031
Si	10.0263	3.6572	19.3245	0.0032	-0.0067	0.0141
Si	4.257	8.6577	15.3323	-0.0017	0.008	-0.019
Si	0.4494	1.9074	17.1574	0.0021	-0.0032	-0.0029
Si	6.7949	7.5295	19.261	-0.005	-0.0052	0.0167
Si	5.2537	3.6175	16.7357	-0.0028	0.0027	-0.0018
Si	7.7822	5.0111	17.5258	-0.0048	-0.0102	0.0036
Si	6.6428	9.9201	10.3247	-0.0099	0.0161	-0.0235
Si	4.3645	1.085	10.0816	0.0089	-0.001	-0.0246
Si	-0.0456	9.087	11.8506	-0.0036	0.0129	-0.045
Si	9.101	8.627	20.9632	0.0074	-0.0049	0.0086
Si	4.5458	1.6647	14.5656	0.0022	-0.0057	-0.0318
Si	2.4463	2.0863	21.0622	0.0108	-0.0055	0.0016
Si	6.339	3.3681	10.3152	-0.0062	-0.0033	-0.0444
Si	3.4256	5.9106	16.7226	0.0004	0.001	-0.0029
Si	9.8772	6.5437	10.2953	-0.0143	0.014	-0.0286
O	0.1128	2.6154	18.588	-0.0078	0.0087	-0.0027
O	2.9282	9.6267	15.572	0.0005	-0.0026	0.0165
O	10.8556	4.8025	20.1473	0.0061	0.0176	-0.0029
O	7.5604	2.3901	9.8934	0.0108	0.0035	0.0359
O	10.9399	5.3695	10.7598	0.0074	-0.0019	0.0161
O	6.5916	6.7367	12.8453	-0.0014	0.0029	0.0185
O	10.3319	8.0778	10.6994	-0.0017	-0.0163	0.018
O	7.6614	9.4534	13.9703	0.0008	-0.0028	0.0201
O	8.4353	6.241	10.9867	0.0098	0.0009	0.022
O	5.3506	10.4821	20.078	0.0028	0.0155	-0.003
O	2.1693	3.7682	11.4254	-0.0081	0.0147	0.0075
O	7.9772	8.5394	19.7735	0.0136	0.0021	-0.0033
O	6.2058	6.7281	20.5588	-0.0044	-0.0093	-0.0095
O	5.5019	2.7098	15.4042	0.0027	0.0018	0.0119
O	1.303	0.9287	20.7182	-0.0031	-0.0054	-0.0121
O	6.0488	9.0594	11.5982	0.005	0.0082	0.0143
O	4.6113	4.9803	16.1043	0.0012	-0.0007	0.005
O	6.5932	3.9009	17.6269	0.0039	0.0027	-0.007
O	10.5021	10.6661	11.8136	0.0052	-0.0108	0.0241
O	5.5777	0.4976	13.9807	-0.0018	0.0006	0.0212
O	8.0169	5.1044	15.933	-0.0017	-0.0009	0.0098
O	9.7541	9.817	15.5182	0.0052	-0.001	0.0084
O	-0.4055	5.146	15.1257	-0.0044	0.0009	0.014
O	1.5712	6.829	20.8122	-0.0026	0.0004	-0.0161
O	1.5063	0.6322	17.178	-0.0028	0.0008	-0.0014
O	6.5977	1.7609	20.8255	0.0009	-0.0001	-0.0146
O	0.9999	1.8055	12.796	-0.0028	0.0003	0.0261
O	3.2423	5.4928	18.3186	0.0028	-0.0043	-0.0015
O	9.5031	2.0077	11.5536	-0.0136	-0.003	0.0062
O	1.004	3.0951	16.1859	-0.0012	-0.0006	0.0031
O	8.5699	5.1367	13.3748	-0.0048	0.0005	0.0202
O	10.2455	8.5398	13.2436	0.0102	-0.0011	0.0129
O	1.4485	9.3964	21.6861	-0.0027	0.0024	-0.0251
O	10.076	9.9329	20.6311	-0.0016	-0.0022	-0.0127
O	3.1703	0.2432	10.8704	0.0026	0.0046	0.0192
O	5.0606	2.4136	10.7747	-0.004	-0.0099	0.0282
O	1.7319	4.1443	13.9161	0.0005	-0.0023	0.0155
O	7.9229	10.8433	10.7868	-0.0051	-0.0037	0.018
O	9.1292	4.4599	18.2303	0.0085	-0.0058	-0.0012
O	5.6375	9.4854	15.7482	-0.0049	-0.0043	0.0093
O	5.5185	-0.0005	9.7451	0.0028	-0.0046	0.0142
O	3.5825	2.3083	13.3853	-0.0036	0.0033	0.0262
O	1.9693	5.6375	16.0488	0.0023	-0.0008	0.0045
O	9.7081	1.083	14.0262	0.0058	0.006	0.0111
O	4.4069	6.9383	11.4872	-0.0047	-0.0032	0.0064
O	4.7484	4.4936	20.2203	0.017	0.0069	-0.0018
O	9.9551	1.3165	16.6447	0.0042	0.0002	0.0002
O	6.6927	4.3219	11.6059	-0.0012	-0.0055	0.0196
O	5.586	8.4015	18.5857	-0.0001	0.0003	-0.0061
O	9.07	2.7341	20.2754	-0.0151	-0.003	-0.0055
O	3.6022	1.126	15.7751	0.0001	0.0026	0.0124
O	4.2172	3.0755	17.9054	-0.004	-0.0033	0.001
O	9.9191	7.2146	20.9086	0.001	-0.0002	-0.0189
O	3.3564	8.6923	9.82	-0.007	-0.0051	0.0242
O	3.931	7.4165	16.3518	0.0007	0.0016	0.0022
O	7.6381	0.4649	15.6828	0.0011	0.0048	0.0104
O	8.9254	7.3024	15.0321	0.0026	-0.0043	0.0111
O	3.932	1.4378	21.1568	0.008	-0.0011	-0.0179
O	1.5829	9.1588	11.6759	-0.006	0.0106	0.0138
O	2.3454	6.1598	10.1191	0.0056	-0.0083	0.0262
O	7.348	6.4523	18.1608	-0.0033	0.0142	-0.0004
O	7.2109	4.3565	21.1303	0.0006	-0.0105	-0.0162
O	4.5421	8.2334	13.7669	0.0017	-0.0042	0.0154
O	3.3334	8.6554	19.9647	-0.0108	-0.0088	-0.0038
O	2.4934	3.237	19.8801	-0.0051	-0.0157	-0.0001
O	3.742	10.3539	17.968	0.0108	-0.0088	0.0085

Results
free energy: -130700.144 eV
free energy less fixed offsets of B -154.04, O -568.88, Si -635.61 eV per atom: 2.576 eV

The program warned: the cutoff lies below the one the program advises for these potential files; the forces do not sum to zero within the program's tolerance; the exchange-correlation potential is rough where the density is thin.
